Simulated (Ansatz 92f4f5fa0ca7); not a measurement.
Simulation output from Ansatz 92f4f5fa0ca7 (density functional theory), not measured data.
Periodic cell of 215 atoms, Si131O82As2, from a study of silicon, its oxide and their interface. The atomic structure is a simulated model.
Doubt: the cutoff is far below the 930 eV that the study's wrapper takes by default for these files, so forces and energies are approximate.

Settings: functional PBE; potential files Ansatz PAW; basis plane waves; wave-function cutoff 580 eV; density cutoff ratio 5; exchange-correlation grid ratio 1; k mesh 1 x 1 x 1, Gamma-centred; self-consistency stop 5e-08 eV per atom in the density residual; occupations fixed; spin none; net charge 0.

Cell vectors (angstrom)
a	10.938	0	0
b	0	10.938	0
c	0	0	31.5432

Atoms: element, x, y, z (angstrom)
Si	10.4238	0.5402	24.2076
As	5.9803	10.5551	24.2985
Si	2.1238	3.2667	24.0194
Si	8.7193	2.2753	24.2874
Si	0.4649	5.0991	24.0617
Si	5.0999	5.8917	24.21
Si	3.4435	7.6611	24.1573
As	7.9413	8.6874	23.629
Si	1.2948	1.4878	25.3855
Si	6.924	1.4154	25.5717
Si	3.9949	4.1271	25.3081
Si	9.6692	4.1261	25.3941
Si	1.4803	6.8405	25.2968
Si	6.8972	6.9398	25.3196
Si	4.1292	9.5355	25.4593
Si	9.4636	9.6358	25.3314
Si	2.6965	0.048	26.6697
Si	8.2191	-0.032	26.9013
Si	0.0114	2.7881	26.8709
Si	5.3994	2.7952	26.7025
Si	2.7248	5.4757	26.7978
Si	8.2169	5.504	26.6591
Si	-0.0007	8.2225	26.5885
Si	5.5453	8.2043	26.8183
Si	4.0906	1.3713	28.0813
Si	9.5817	1.3921	28.1907
Si	1.382	4.1366	28.199
Si	6.8265	4.1406	28.0596
Si	4.1112	6.8436	28.1332
Si	9.6012	6.8495	28.0434
Si	1.3433	9.5828	28.0392
Si	6.8417	9.5592	28.227
Si	0.0129	-0.0104	29.4939
Si	5.4481	0.0189	29.5018
Si	2.745	2.7289	29.5
Si	8.169	2.7624	29.4853
Si	-0.0161	5.4972	29.4985
Si	5.4749	5.4748	29.4884
Si	2.7182	8.2235	29.4631
Si	8.2411	8.1737	29.499
Si	1.3673	1.3673	30.8594
Si	6.8362	1.3673	30.8594
Si	4.1018	4.1018	30.8594
Si	9.5708	4.1018	30.8594
Si	1.3673	6.8362	30.8594
Si	6.8362	6.8362	30.8594
Si	4.1018	9.5708	30.8594
Si	9.5708	9.5708	30.8594
Si	2.7345	0	0.6835
Si	8.2035	0	0.6835
Si	0	2.7345	0.6835
Si	5.469	2.7345	0.6835
Si	2.7345	5.469	0.6835
Si	8.2035	5.469	0.6835
Si	0	8.2035	0.6835
Si	5.469	8.2035	0.6835
Si	4.1171	1.3493	2.0526
Si	9.5437	1.3825	2.0406
Si	1.3354	4.1312	2.0541
Si	6.8554	4.073	2.0542
Si	4.0817	6.8595	2.0382
Si	9.5945	6.8135	2.0505
Si	1.3808	9.5576	2.0558
Si	6.8323	9.5739	2.0642
Si	-0.033	-0.0086	3.3474
Si	5.4717	-0.0084	3.4838
Si	2.7078	2.7272	3.3417
Si	8.1946	2.7018	3.4918
Si	-0.0149	5.4744	3.5117
Si	5.465	5.4765	3.3284
Si	2.7456	8.2081	3.4821
Si	8.2319	8.1863	3.3785
Si	1.3082	1.3708	4.6737
Si	6.8526	1.3075	4.9096
Si	4.0773	4.1207	4.6433
Si	9.5444	4.0686	4.8931
Si	1.3676	6.8734	4.8922
Si	6.8471	6.8055	4.6873
Si	4.1192	9.5661	4.8916
Si	9.5882	9.5632	4.7459
Si	2.6384	0.0483	6.1049
Si	8.2463	-0.1286	6.2603
Si	0	2.6607	6.1931
Si	5.3963	2.7742	6.0699
Si	2.7704	5.4385	6.1351
Si	8.1103	5.4441	6.1793
Si	0.0141	8.2994	6.2392
Si	5.5843	8.1591	6.1592
Si	3.4964	1.9493	7.176
Si	10.0462	0.8366	7.4539
Si	1.7951	3.6654	7.3464
Si	6.2295	4.5307	7.384
Si	4.659	6.314	7.2561
Si	9.1858	7.1858	7.3307
Si	0.9177	10.1637	7.5187
Si	7.4397	8.8938	7.4897
O	4.6015	6.6029	8.885
O	1.4377	3.99	8.9402
O	9.7619	6.5236	8.7429
O	1.344	10.1261	9.1462
O	6.1016	4.2308	9.0251
O	3.7443	1.6458	8.7686
O	7.1876	8.9866	9.1418
O	9.6742	1.097	9.0502
O	8.2109	2.6479	22.7723
O	10.9108	5.6372	22.5627
O	5.295	0.4212	22.8167
O	5.4117	5.3917	22.6589
O	2.269	2.8	22.4325
O	3.5012	7.949	22.5208
O	9.3491	8.446	22.3446
O	-0.1444	11.2284	22.6186
Si	2.223	2.9528	12.8823
Si	8.7339	1.3396	10.3517
Si	1.14	4.5161	15.343
Si	7.589	5.5983	12.2231
Si	2.5443	8.1647	21.2204
Si	5.4702	7.8266	12.4653
Si	9.3693	0.4603	15.4678
Si	3.0553	-0.0059	16.713
Si	10.5464	1.1492	12.5697
Si	7.8045	2.814	21.2192
Si	9.2063	8.792	14.4423
Si	1.5274	4.7754	10.3662
Si	4.5869	9.4754	19.1947
Si	11.2294	6.0522	21.0054
Si	6.7138	10.4782	14.8431
Si	5.3994	0.7708	21.2282
Si	2.3948	9.8194	10.3703
Si	0.5659	10.6263	21.2895
Si	5.903	5.2822	21.1203
Si	3.6843	7.0974	10.1103
Si	9.1101	5.6974	14.8616
Si	3.6912	4.1629	19.0659
Si	10.126	3.6076	19.3473
Si	4.3532	8.7125	15.3625
Si	0.5631	1.9195	17.1614
Si	6.931	7.5638	19.3062
Si	5.3546	3.6782	16.7512
Si	7.8906	5.0267	17.5837
Si	6.7105	9.9557	10.3648
Si	4.4277	1.0722	10.0972
Si	0.0267	9.0845	11.8787
Si	9.4885	8.5467	20.7274
Si	4.6536	1.7053	14.6027
Si	2.5332	2.1456	20.9604
Si	6.3723	3.3666	10.3804
Si	3.5133	5.9619	16.6948
Si	9.9306	6.5286	10.355
O	0.168	2.5402	18.6067
O	3.037	9.6842	15.6218
O	11.0559	4.6688	20.1645
O	7.6386	2.4546	9.9489
O	10.9762	5.3361	10.8033
O	6.6467	6.7712	12.8651
O	10.3922	8.0545	10.753
O	7.7495	9.4827	13.9826
O	8.4765	6.2196	11.01
O	5.3783	10.3834	20.2915
O	2.232	3.7308	11.4284
O	8.1123	8.5644	19.8341
O	6.323	6.7651	20.6011
O	5.6049	2.7759	15.4112
O	1.4542	0.931	20.6588
O	6.1014	9.0913	11.6163
O	4.7345	5.0503	16.117
O	6.6847	3.9318	17.6666
O	10.5738	10.6593	11.7756
O	5.6782	0.5394	14.0022
O	8.1245	5.1156	15.9892
O	9.8293	9.8208	15.5563
O	-0.3233	5.1669	15.1282
O	1.7856	6.738	20.9303
O	1.6313	0.6617	17.2044
O	6.7248	1.6491	20.842
O	1.1057	1.7517	12.8002
O	3.2656	5.5567	18.2773
O	9.62	2.0257	11.5525
O	1.1201	3.1561	16.2478
O	8.604	5.1409	13.4149
O	10.3412	8.5706	13.2861
O	1.5653	9.39	21.6677
O	10.3462	9.9286	20.34
O	3.2344	0.2191	10.8629
O	5.1268	2.372	10.8326
O	1.7608	4.1162	13.9048
O	7.9601	10.9048	10.8415
O	9.2315	4.458	18.2884
O	5.7424	9.523	15.7686
O	5.5807	-0.0058	9.7191
O	3.6645	2.3182	13.421
O	2.0872	5.6858	15.9593
O	9.7851	1.0469	13.9999
O	4.4479	6.9793	11.5301
O	4.7354	4.6214	20.2183
O	10.0868	1.3488	16.5924
O	6.6998	4.3487	11.6492
O	5.7348	8.4527	18.6259
O	9.1521	2.7153	20.3118
O	3.7455	1.1693	15.8374
O	4.2927	3.1522	17.9026
O	10.2427	7.1473	20.3133
O	3.3899	8.6697	9.7903
O	4.0274	7.4708	16.3689
O	7.7391	0.5014	15.696
O	8.9856	7.313	15.0365
O	4.0543	1.6015	20.8929
O	1.6545	9.1456	11.6812
O	2.3717	6.1565	10.193
O	7.4709	6.4748	18.2111
O	7.2093	4.3156	21.0086
O	4.6117	8.2921	13.7899
O	3.407	8.5945	19.9116
O	2.5047	3.3262	19.8165
O	3.8937	10.4066	18.0298

Results
free energy: -139623.868 eV
free energy less fixed offsets of As -4856.12, O -568.88, Si -635.61 eV per atom: 1.442 eV

Forces (eV/angstrom), in the order of the atoms: element, x, y, z
Si	0.0104	0.0056	0.0008
As	0.0208	0.0245	-0.0104
Si	-0.0032	-0.0061	0.0038
Si	-0.0336	-0.0189	-0.0266
Si	0.0088	0.0047	-0.0004
Si	-0.0026	-0.0009	-0.0104
Si	0.0011	-0.0013	0.0017
As	-0.0148	0.0006	-0.0183
Si	0.0107	-0.0037	-0.001
Si	0.0099	-0.0032	0.0068
Si	0.0006	-0.0022	0.0015
Si	0.0128	0.0008	-0.0028
Si	-0.0066	-0.0039	0.0005
Si	0.0072	0.0032	0.014
Si	-0.0039	-0.0072	-0.0088
Si	-0.0007	0.0069	0.0136
Si	-0.0045	0.0059	0.0013
Si	-0.0006	0.0051	-0.0107
Si	-0.0077	-0.0011	-0.0006
Si	-0.0013	-0.0089	-0.01
Si	0.002	0.002	-0.0046
Si	-0.0099	0.0039	-0.0015
Si	0.0083	-0.0007	0.002
Si	0.0046	-0.002	-0.003
Si	0.0011	-0.001	-0.0007
Si	0.0016	-0.0071	0.0053
Si	-0.0022	0.0041	0.0001
Si	0.001	-0.0041	0
Si	-0.0079	-0.0017	0.0003
Si	0.0045	0.0028	-0.0057
Si	-0.0026	-0.0041	-0.0001
Si	0.0051	-0.0052	0.001
Si	0.0005	0.0076	-0.0006
Si	-0.002	0.0003	0.0022
Si	-0.0002	-0.0053	0.0017
Si	0.0004	-0.0009	-0.0006
Si	0.0007	0.0002	0.0008
Si	0.0031	0.0028	0.0001
Si	-0.0001	0.0013	-0.0014
Si	-0.0045	0.0001	0.0073
Si	0.1193	-0.0762	0.0629
Si	-0.1488	0.1147	-0.0288
Si	0.1491	-0.0503	0.0281
Si	-0.1524	0.1231	-0.1167
Si	-0.0189	0.1946	-0.1087
Si	0.1178	-0.0866	0.0594
Si	-0.1804	0.0743	-0.1022
Si	0.108	-0.0815	0.0856
Si	0.0924	-0.1175	0.0711
Si	-0.1721	0.0305	-0.0507
Si	-0.1556	0.1254	-0.0221
Si	0.1022	-0.107	0.0552
Si	-0.1474	0.1187	-0.0428
Si	0.0893	-0.1868	0.103
Si	0.2012	-0.0874	0.0684
Si	-0.0101	0.1542	-0.0398
Si	-0.0001	-0.0005	0.0008
Si	0.0004	-0.0002	-0.0004
Si	-0.0001	-0.0008	0.0004
Si	0.0017	0.0004	0.0002
Si	0.0008	0.0008	-0.0001
Si	-0.0002	0.0004	0.0002
Si	0.0008	0.0003	0.0001
Si	-0.0003	0.0001	0.0003
Si	0.0001	-0.0004	-0.0022
Si	0.0004	0.0008	0.0005
Si	-0.0017	-0.0004	-0.0027
Si	-0.001	-0.0017	0.0011
Si	0.0001	0.0006	0.0002
Si	-0.0003	-0.0005	-0.0021
Si	-0.0002	-0.0012	0.0011
Si	0	0.0004	-0.0015
Si	-0.0002	-0.001	0.0017
Si	0.0002	-0.0008	-0.0004
Si	-0.0001	-0.0009	0.0019
Si	0.0003	0.0001	0
Si	-0.0007	-0.0011	-0.0004
Si	-0.0005	-0.0011	0.0023
Si	0.0002	-0.0003	-0.0008
Si	-0.0011	-0.0013	0.0007
Si	0.0004	-0.0016	0.0009
Si	-0.0005	0.0004	-0.0005
Si	0.0002	0.0008	0.0005
Si	0.0014	-0.0008	-0.0014
Si	0.0001	0.0007	-0.0013
Si	0.0004	-0.0015	-0.0002
Si	0.0018	0.0004	-0.0013
Si	-0.0006	0.0009	0.0014
Si	-0.0003	0.0001	0.0017
Si	-0.0013	-0.0009	0.0023
Si	-0.0008	-0.0025	-0.0003
Si	-0.0014	-0.0004	0.0002
Si	-0.0001	-0.0011	0.0011
Si	-0.0013	-0.0019	0.0012
Si	-0.0009	-0.0006	0.0008
Si	0.0013	0.0005	-0.0007
O	0.0003	-0.0015	-0.0005
O	-0.0002	-0.0008	-0.0017
O	0.0001	0.0008	-0.0014
O	-0.0002	-0.0002	-0.0005
O	-0.0003	0.0002	-0.0012
O	-0.0007	0.0006	-0.0026
O	0.002	-0.0025	-0.0028
O	0.0013	-0.0006	-0.0023
O	0.0034	-0.0033	0.0002
O	-0.0044	0.0014	0.0092
O	-0.0034	-0.0004	-0.0352
O	-0.0034	0.0026	0.011
O	0.0023	-0.0015	0.0002
O	0.0021	0.0013	0.0042
O	-0.0125	0.0055	-0.0221
O	0.0038	-0.0012	-0.0071
Si	-0.0002	-0.0023	0.0016
Si	0.0004	-0.0017	0.0012
Si	-0.0009	-0.0003	0.0012
Si	-0.0009	-0.0025	0.0015
Si	0.0027	-0.0043	-0.0025
Si	0	-0.0008	0.0012
Si	-0.0005	-0.0002	0.0005
Si	0.0018	0.0012	0.0006
Si	-0.0003	-0.0008	0.0032
Si	0.0011	0.0069	0.0186
Si	0	-0.001	-0.0001
Si	-0.001	-0.001	0.0016
Si	0	-0.0016	0.0009
Si	0.0092	0.004	0.0106
Si	0.001	0.0002	0.0014
Si	-0.0116	-0.0155	0.016
Si	-0.0002	0	0.0011
Si	0.001	-0.0009	0.0012
Si	-0.0004	-0.0058	-0.0034
Si	-0.0004	-0.0008	0.001
Si	0.0019	-0.0007	0.0026
Si	-0.0009	-0.0012	-0.0012
Si	0.0027	-0.0056	-0.0053
Si	-0.0009	-0.0007	-0.0002
Si	-0.0019	-0.0006	0.0019
Si	-0.0087	-0.0071	-0.0052
Si	-0.0004	0	-0.0002
Si	0.0003	-0.0003	-0.001
Si	-0.0007	-0.0001	0.0034
Si	0.0006	-0.0003	0.0026
Si	-0.0016	-0.0015	0.0023
Si	0.0167	0.0044	0.0349
Si	-0.001	-0.0019	0.0013
Si	-0.0038	0.0032	-0.0015
Si	-0.0014	0.0009	0.001
Si	0.0018	-0.0022	-0.0023
Si	0.0003	-0.0013	0.0025
O	0.0002	-0.0009	-0.0009
O	0.001	-0.0021	-0.0001
O	0.0026	-0.0079	-0.001
O	0.0024	-0.0018	-0.0014
O	-0.0002	-0.0005	-0.0017
O	0.0003	-0.0002	0
O	-0.0007	-0.0016	-0.0011
O	0.0002	-0.0025	-0.001
O	0.0008	-0.0009	-0.0024
O	0.0046	0.0156	0.0143
O	0.0003	-0.001	0.0001
O	-0.0003	0.0067	-0.0108
O	-0.0023	0.0013	-0.0012
O	-0.0007	-0.0008	0.0008
O	0.0014	0.0054	-0.0026
O	-0.0004	0.0001	-0.0015
O	-0.0034	-0.001	0.0022
O	-0.0029	-0.0013	-0.0009
O	-0.0001	-0.0011	-0.0017
O	0.0001	-0.0003	-0.0009
O	0.0027	0.0007	-0.0027
O	-0.0002	-0.002	-0.0002
O	-0.0009	-0.0018	-0.001
O	0.0018	-0.0023	0.0017
O	0.0001	-0.0003	-0.0006
O	-0.0047	0.0014	0.0151
O	0.0004	-0.0004	-0.0004
O	0.0009	0.0002	-0.0029
O	-0.0004	0.0005	-0.0014
O	-0.0002	-0.0004	-0.0006
O	-0.0006	-0.0006	-0.0015
O	-0.0008	-0.0017	-0.0001
O	-0.0044	-0.0007	-0.0007
O	-0.0096	-0.0168	0.0072
O	0.0004	-0.001	-0.0003
O	-0.0025	-0.0017	0
O	-0.0008	-0.0012	-0.0004
O	-0.0002	-0.0028	0.0001
O	-0.0033	0.0019	-0.0021
O	0	-0.0013	0.0006
O	-0.001	0.0001	-0.0041
O	-0.0003	-0.0006	-0.0013
O	0.0024	-0.0024	0.0002
O	0.0003	-0.002	-0.0003
O	-0.0004	-0.0013	-0.0004
O	0.0034	-0.0018	0.0047
O	0.0019	-0.0012	0.0001
O	0.0003	0.0006	0.0005
O	-0.0036	0.0021	-0.0034
O	-0.0002	-0.0056	0.0003
O	-0.0005	-0.0032	0.0002
O	0.0022	0.0004	-0.0013
O	-0.0067	0.0136	-0.0072
O	0.001	-0.0003	-0.0011
O	-0.0009	-0.0036	-0.001
O	-0.0002	-0.0025	-0.001
O	0.0012	-0.0036	-0.0011
O	0.0199	-0.0136	0.0035
O	0.0008	-0.0009	-0.0011
O	0.0005	-0.0004	-0.0003
O	0.0041	-0.0048	-0.0056
O	0.0022	-0.0134	0.0037
O	-0.0004	-0.0013	-0.0001
O	0.0025	0.0012	-0.0033
O	-0.0028	-0.0043	0.0019
O	0.0006	-0.0013	0.0009

The program warned: the cutoff lies below the one the program advises for these potential files; the exchange-correlation potential is rough where the density is thin.
